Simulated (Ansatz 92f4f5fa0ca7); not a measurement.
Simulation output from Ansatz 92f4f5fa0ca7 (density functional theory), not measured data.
Periodic cell of 215 atoms, Si131O82P2, from a study of silicon, its oxide and their interface. The atomic structure is a simulated model.
Doubt: the cutoff is far below the 930 eV that the study's wrapper takes by default for these files, so forces and energies are approximate.
This geometry differs little from another in the collection (a relaxation step or a small displacement).

Settings: functional PBE; potential files Ansatz PAW; basis plane waves; wave-function cutoff 580 eV; density cutoff ratio 5; exchange-correlation grid ratio 1; k mesh 1 x 1 x 1, Gamma-centred; self-consistency stop 5e-08 eV per atom in the density residual; occupations fixed; spin none; net charge 0.

Cell vectors (angstrom)
a  10.938  0  0
b  0  10.938  0
c  0  0  31.5432

Atoms and the computed forces on them: element, x, y, z (angstrom), force x, y, z (eV/angstrom)
Si  10.4346  0.5426  24.2357  -0.0588  -0.0321  -0.0063
P  6.0641  10.503  24.3361  -0.0256  0.0609  -0.1325
Si  2.1179  3.2909  24.0675  0.0384  -0.0241  0.002
Si  8.7256  2.2712  24.3089  0.0486  -0.0255  -0.0722
Si  0.4875  5.1079  24.1277  -0.0167  0.0033  -0.0314
Si  5.1416  5.9292  24.2082  0.0857  0.0511  0.0353
Si  3.4749  7.6872  24.1575  -0.0168  -0.0715  -0.0152
P  7.9288  8.7616  23.6584  0.1463  0.2223  -0.1887
Si  1.3112  1.4907  25.4156  -0.0202  0.0027  -0.0262
Si  6.8945  1.361  25.5112  -0.0264  -0.04  0.0044
Si  4.0318  4.151  25.3116  -0.0336  -0.0064  -0.0355
Si  9.6661  4.1262  25.4242  -0.0099  0.0203  0.0163
Si  1.5099  6.8681  25.324  -0.0154  0.0132  0.0178
Si  6.9492  7.0327  25.2935  -0.0869  -0.1111  -0.0827
Si  4.2153  9.5897  25.3937  0.0105  -0.0135  0.0049
Si  9.4219  9.6228  25.3044  0.0215  -0.0105  -0.011
Si  2.7336  0.037  26.6507  -0.0087  0.0607  -0.0127
Si  8.2003  -0.0325  26.8825  0.0773  -0.0305  0.0763
Si  0.0084  2.784  26.8932  0.0053  -0.0146  0.0582
Si  5.4205  2.781  26.6816  -0.0721  -0.0094  -0.0273
Si  2.7335  5.4717  26.806  0.0182  0.003  0.0562
Si  8.2091  5.5344  26.6444  -0.0163  -0.0042  0.0467
Si  -0.0059  8.2364  26.5847  -0.0388  0.0132  -0.0332
Si  5.5382  8.2143  26.7996  -0.0132  -0.0819  0.0948
Si  4.0998  1.3743  28.0718  0.0143  -0.0074  0.0168
Si  9.5679  1.3856  28.1978  -0.0129  -0.0243  -0.0733
Si  1.3875  4.1346  28.2115  -0.0238  -0.0125  -0.0683
Si  6.8193  4.1451  28.0415  0.0948  0.0243  0.0262
Si  4.1075  6.8451  28.1406  0.0355  0.0831  -0.0537
Si  9.6028  6.8566  28.0403  0.0225  -0.0228  0.0199
Si  1.3528  9.5969  28.0209  -0.0136  -0.0294  0.047
Si  6.8369  9.5524  28.2202  -0.0145  0.049  -0.0243
Si  0.0155  -0.0094  29.4905  -0.0007  0.0059  -0.0163
Si  5.4505  0.0187  29.4969  0.0029  -0.0042  0.0282
Si  2.7533  2.7228  29.4997  -0.0177  0.011  0.0093
Si  8.164  2.7714  29.4831  -0.0265  -0.0062  -0.013
Si  -0.0163  5.5006  29.4967  -0.0046  0.0017  0.0274
Si  5.4741  5.4745  29.4878  -0.0088  -0.0068  -0.0236
Si  2.7101  8.2337  29.4627  0.0198  -0.0585  -0.0216
Si  8.2391  8.175  29.4973  0.0125  0.0046  0.0088
Si  1.3673  1.3673  30.8594  0.1311  -0.0823  0.049
Si  6.8362  1.3673  30.8594  -0.1609  0.1395  -0.0584
Si  4.1018  4.1018  30.8594  0.1749  -0.0622  0.0348
Si  9.5708  4.1018  30.8594  -0.1425  0.1429  -0.1371
Si  1.3673  6.8362  30.8594  -0.034  0.2269  -0.1161
Si  6.8362  6.8362  30.8594  0.1315  -0.1011  0.0444
Si  4.1018  9.5708  30.8594  -0.1809  0.1118  -0.1293
Si  9.5708  9.5708  30.8594  0.1283  -0.0927  0.0583
Si  2.7345  0  0.6835  0.0875  -0.1246  0.0736
Si  8.2035  0  0.6835  -0.1731  0.0482  -0.0629
Si  0  2.7345  0.6835  -0.1707  0.1341  -0.0371
Si  5.469  2.7345  0.6835  0.0886  -0.1181  0.0628
Si  2.7345  5.469  0.6835  -0.1616  0.1219  -0.0523
Si  8.2035  5.469  0.6835  0.088  -0.186  0.1057
Si  0  8.2035  0.6835  0.1852  -0.1076  0.0757
Si  5.469  8.2035  0.6835  -0.0328  0.1489  -0.0606
Si  4.1134  1.3507  2.0537  0.0009  0.0057  -0.0108
Si  9.5403  1.3847  2.0399  0.0034  -0.0013  -0.0036
Si  1.3295  4.1347  2.0534  0.0036  -0.0008  0.0028
Si  6.8543  4.0726  2.0546  -0.002  0.0048  -0.0139
Si  4.0787  6.8617  2.0373  -0.0015  -0.003  -0.0045
Si  9.5902  6.8157  2.0513  0.004  0.0056  -0.0033
Si  1.3792  9.5577  2.0562  -0.0073  0.0064  -0.013
Si  6.826  9.5774  2.063  0.0174  -0.008  0.0083
Si  -0.0407  -0.0102  3.3431  0.024  0.0006  0.0567
Si  5.4641  -0.009  3.486  -0.0039  0.0048  -0.013
Si  2.6973  2.7252  3.3374  0.0149  0.0057  0.0767
Si  8.1896  2.7  3.493  -0.0059  0.0114  -0.0104
Si  -0.0231  5.4741  3.5134  -0.0024  0.0033  -0.017
Si  5.4589  5.4756  3.3231  0.0081  -0.0156  0.0766
Si  2.7404  8.2064  3.4826  -0.0081  0.0054  -0.0092
Si  8.2231  8.1869  3.3769  -0.0109  -0.0118  0.043
Si  1.2994  1.3666  4.6786  -0.0075  0.0074  -0.0535
Si  6.8446  1.3074  4.9084  0.002  -0.0045  0.0265
Si  4.0696  4.119  4.6441  -0.0076  0.0021  -0.0598
Si  9.5351  4.0686  4.8935  0.0042  -0.0072  0.019
Si  1.3583  6.8742  4.8893  0.0091  -0.0042  0.0191
Si  6.8378  6.8041  4.6919  -0.0002  0.0042  -0.0496
Si  4.1103  9.5649  4.892  0.0084  -0.0023  0.0262
Si  9.5779  9.5654  4.7463  -0.0009  0.0037  -0.0288
Si  2.63  0.0457  6.1111  -0.0037  -0.0108  -0.0185
Si  8.235  -0.1287  6.2632  0.0039  -0.0044  0.0026
Si  -0.0137  2.6565  6.1941  0.0072  0.0008  0.0023
Si  5.3867  2.7717  6.071  0.0058  0.0014  -0.0118
Si  2.7603  5.4384  6.132  -0.0004  -0.0055  0.008
Si  8.1008  5.442  6.1836  -0.0022  -0.0063  -0.0083
Si  0.004  8.3006  6.2357  0.0032  -0.0051  -0.0036
Si  5.573  8.1567  6.1629  0.0035  -0.0001  -0.0019
Si  3.4856  1.9489  7.176  -0.0077  0.0076  0.0132
Si  10.0325  0.8348  7.4622  -0.0002  0.0076  -0.0127
Si  1.782  3.6643  7.3408  0.0006  -0.0011  -0.0091
Si  6.2167  4.5283  7.3855  0.0035  0.0064  0.0054
Si  4.646  6.3116  7.2596  -0.0037  0.0016  -0.009
Si  9.1777  7.1864  7.3285  0.0004  0.0032  0.0047
Si  0.9038  10.1622  7.5201  0  0.0018  0.0068
Si  7.4294  8.8912  7.4916  -0.0145  0.0066  0.0065
O  4.5806  6.5977  8.8895  0.0037  -0.0035  -0.003
O  1.4164  3.9908  8.9332  0.0059  -0.0067  0.002
O  9.7644  6.532  8.7407  -0.0005  -0.0007  -0.0064
O  1.3226  10.1217  9.1511  -0.0024  -0.0007  -0.0068
O  6.0839  4.2245  9.0268  -0.0011  0.0089  -0.0136
O  3.7269  1.65  8.7721  -0.0195  0.012  -0.0409
O  7.1723  8.9818  9.1453  0.0059  -0.0152  -0.0228
O  9.6614  1.0907  9.0614  0.0031  -0.0039  0.0026
O  8.3027  2.6772  22.7727  0.0007  0.0084  0.0208
O  10.969  5.6204  22.6072  -0.0519  -0.0342  0.1877
O  5.6199  0.0683  22.8377  0.0462  -0.0302  -0.0058
O  5.43  5.4172  22.6512  -0.0293  -0.0028  0.0288
O  2.131  2.8545  22.4577  -0.0016  0.0357  0.0475
O  3.4739  7.8874  22.504  0.0764  0.0071  0.0706
O  9.059  8.6449  22.352  -0.0434  -0.1243  0.1051
O  -0.1584  11.2262  22.6358  0.0473  0.0022  -0.0416
Si  2.2067  2.9442  12.8749  0.0019  0.0071  0.0138
Si  8.7145  1.3331  10.3582  0.0098  -0.0043  0.0078
Si  1.1288  4.5073  15.3314  0.0131  -0.0004  0.007
Si  7.5714  5.5954  12.2102  0.0082  -0.0079  0.0162
Si  2.5182  8.152  21.2224  -0.0102  0.0396  -0.0569
Si  5.449  7.8189  12.4653  -0.0017  0.0002  0.0139
Si  9.3427  0.4556  15.4871  -0.0007  0.0006  0.0036
Si  3.0263  -0.0135  16.7011  0.0015  -0.0071  0.0024
Si  10.521  1.1447  12.5874  -0.0052  0.0099  0.0015
Si  7.8258  2.8244  21.2438  -0.0192  -0.0331  -0.0107
Si  9.1885  8.786  14.4519  0.0012  -0.0037  0.0048
Si  1.5054  4.7678  10.3618  -0.005  0.0043  0.0098
Si  4.5572  9.4977  19.1942  0.0077  -0.0082  -0.0018
Si  11.2098  6.0451  21.0545  0.0737  -0.1635  -0.0068
Si  6.6911  10.4618  14.8479  -0.0078  -0.0056  0.0017
Si  5.4477  0.7096  21.3374  -0.0177  0.0126  0.0145
Si  2.3736  9.8164  10.3736  0.0052  -0.0048  0.0058
Si  0.5652  10.6096  21.326  -0.0073  0.0566  0.0393
Si  5.9292  5.2883  21.1207  -0.0066  0.016  0.0036
Si  3.6619  7.0903  10.1134  0.0065  0.0135  0.0044
Si  9.1054  5.6955  14.8448  -0.0006  0.0001  -0.0095
Si  3.7305  4.1085  19.0815  -0.0033  -0.0126  -0.0118
Si  10.116  3.6183  19.3442  -0.0019  -0.0084  0.0057
Si  4.3343  8.6873  15.3734  0.0032  -0.0112  0.0058
Si  0.5377  1.9164  17.1607  -0.0053  0.012  0.0167
Si  6.914  7.5653  19.2656  -0.0435  -0.0105  0.0032
Si  5.3611  3.6506  16.7423  0.0022  -0.0029  -0.001
Si  7.8856  5.0224  17.5623  -0.0032  -0.0197  -0.007
Si  6.6867  9.9502  10.3641  0.0158  -0.006  0.0191
Si  4.409  1.0677  10.0954  0.0075  -0.0116  0.032
Si  0.0067  9.0788  11.8924  0.0023  -0.007  0.0051
Si  9.41  8.5863  20.7427  -0.0576  0.0019  0.2015
Si  4.6326  1.6879  14.5891  0.0078  0.0032  0.0093
Si  2.5522  2.1044  21.0771  0.0108  0.0027  -0.0395
Si  6.3559  3.36  10.3801  -0.0154  0.0023  0.0133
Si  3.5055  5.9281  16.7129  -0.0086  0.0011  0.0011
Si  9.914  6.5237  10.3532  -0.0007  0.0057  0.008
O  0.1852  2.5715  18.6064  0.0105  -0.0291  -0.0326
O  3.017  9.66  15.6293  -0.0035  0.0059  0.0027
O  11.0289  4.6838  20.178  0.035  -0.0142  0.0039
O  7.6263  2.4532  9.9518  0.0034  -0.0077  -0.0164
O  10.9547  5.3274  10.8038  0.0002  -0.0008  0.001
O  6.6324  6.7681  12.8567  0.0013  0.0017  0.0055
O  10.3698  8.0464  10.7716  -0.0042  -0.0065  -0.0051
O  7.7314  9.4726  13.988  0.0042  -0.0012  0.0012
O  8.4513  6.2094  10.9886  0.0111  0.0063  -0.0082
O  5.3409  10.4507  20.2575  -0.0015  -0.0327  -0.0307
O  2.2083  3.7162  11.4197  -0.0006  -0.0021  -0.0007
O  8.1157  8.5734  19.7405  0.0319  0.01  0.0671
O  6.3445  6.7649  20.575  0.0071  0.0245  -0.0072
O  5.5923  2.7527  15.398  -0.0042  -0.0081  -0.0036
O  1.4989  0.8852  20.7031  -0.0221  -0.0279  -0.012
O  6.0721  9.0882  11.6171  0.0052  -0.0006  0.0066
O  4.7276  5.0245  16.126  0.006  -0.0074  -0.0019
O  6.6966  3.9104  17.6482  0.0023  0  0.0049
O  10.543  10.6514  11.8009  -0.001  -0.0004  -0.0055
O  5.6548  0.5154  14.0001  0.0013  -0.0013  -0.0022
O  8.1329  5.0877  15.9701  -0.0107  -0.0039  0.0027
O  9.8044  9.8159  15.5695  0.0019  -0.0008  0.0038
O  -0.3214  5.1803  15.1013  0.007  -0.0036  0.0002
O  1.7364  6.7573  20.8676  0.1125  -0.0437  -0.0171
O  1.6025  0.6551  17.1933  -0.001  -0.0032  0.0014
O  6.7052  1.6681  20.9427  0.0247  0.029  -0.0098
O  1.0809  1.7501  12.8106  0.0096  0.004  -0.0003
O  3.2647  5.4922  18.2934  -0.0045  0.0046  -0.0014
O  9.5917  2.0157  11.5689  0.0048  0.0027  0.0032
O  1.0781  3.1358  16.2169  0.0007  -0.0058  0.0012
O  8.5976  5.1477  13.3974  0.0015  -0.0012  -0.0102
O  10.3302  8.5618  13.3041  0.0034  -0.0028  -0.0031
O  1.5282  9.3512  21.7159  0.008  0.0099  0.0269
O  10.3393  9.9186  20.3689  -0.0814  -0.0929  0.0449
O  3.2154  0.2161  10.8634  -0.0014  -0.0039  -0.0013
O  5.114  2.362  10.8343  0.0058  0.012  0.009
O  1.7693  4.1174  13.8998  0.0037  -0.0084  -0.0024
O  7.9332  10.9017  10.8451  0.0087  -0.0056  0.0074
O  9.2282  4.485  18.2902  -0.0007  0.0021  0.0034
O  5.7216  9.5051  15.7764  0.0039  0.0015  -0.001
O  5.5583  -0.0133  9.7142  -0.0096  -0.0001  -0.0122
O  3.6492  2.3037  13.4067  -0.0011  -0.0028  -0.0045
O  2.0769  5.6578  15.9823  -0.0058  -0.0056  0.0024
O  9.7719  1.052  14.0269  -0.0032  -0.0021  0.0021
O  4.4238  6.9714  11.535  -0.0012  -0.0031  -0.0025
O  4.7788  4.5992  20.2153  -0.0172  -0.0128  0.0002
O  10.0479  1.3363  16.6305  0.0028  0.0019  0.0005
O  6.6802  4.3418  11.651  -0.0026  0.0017  0.0026
O  5.702  8.4677  18.6328  0.0059  -0.0093  0.0014
O  9.1307  2.7007  20.2758  0.0027  -0.0097  -0.0032
O  3.7135  1.1581  15.8192  -0.0015  -0.0046  -0.0016
O  4.3233  3.1072  17.9073  -0.0023  -0.0075  0.0022
O  10.1424  7.14  20.5253  -0.2575  0.3365  -0.1644
O  3.3667  8.6631  9.7978  0.0018  -0.003  -0.0024
O  4.0106  7.4433  16.3847  0.0021  -0.0013  0.0053
O  7.7104  0.4897  15.704  0.0022  -0.0013  0
O  8.9635  7.3066  15.0459  0.0001  0.0088  0.0008
O  4.0553  1.5327  21.3252  0.023  -0.0099  -0.0082
O  1.6324  9.1487  11.6877  0.0104  -0.0016  0.0017
O  2.35  6.1496  10.1996  -0.0037  0.0008  -0.0052
O  7.4327  6.4754  18.1609  -0.0018  0.0059  -0.0039
O  7.2384  4.3258  21.0248  0.026  -0.008  0.006
O  4.5954  8.2698  13.8007  0.0004  -0.002  -0.0017
O  3.3814  8.6298  19.9297  0.0006  0.0026  -0.0132
O  2.612  3.2048  19.8605  -0.0017  0.0078  0.008
O  3.8625  10.4144  18.0242  -0.0049  0.0104  -0.0092

Results
free energy: -131423.288 eV
free energy less fixed offsets of O -568.88, P -755.39, Si -635.61 eV per atom: 0.562 eV

The program warned: the cutoff lies below the one the program advises for these potential files; the exchange-correlation potential is rough where the density is thin.
